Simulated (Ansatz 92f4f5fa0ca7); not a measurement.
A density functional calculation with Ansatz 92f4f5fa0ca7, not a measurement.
Periodic cell of 150 atoms, Si88O58N4, from a study of silicon, its oxide and their interface. The atomic structure is a simulated model.

Settings: functional r2SCAN; potential files Ansatz norm-conserving; basis plane waves; wave-function cutoff 1300 eV; density cutoff ratio 4; exchange-correlation grid ratio 1; k mesh 2 x 2 x 1, shifted by 0.5 0.5 0.5 of a step; self-consistency stop 5e-08 eV per atom in the density residual; occupations Fermi-Dirac, 0.05 eV; spin none; net charge 0.

Cell vectors (angstrom)
a	10.88	0	0
b	0	10.88	0
c	0	0	20.6979

Atoms and the computed forces on them: element, x, y, z (angstrom), force x, y, z (eV/angstrom)
Si	0.3308	0.0002	-0.0573	0.3409	0.0022	-0.0074
Si	2.6092	3.022	0.1083	-0.3028	0.1277	-0.5509
Si	0.3767	5.1115	-0.141	0.2685	-0.2866	-0.7521
Si	2.174	8.3743	-0.0328	-0.2267	0.3272	0.2743
Si	5.9151	-0.2825	-0.2002	0.1898	-0.2568	-0.4182
Si	7.8475	2.8291	-0.4226	0.6881	-0.1294	0.0283
Si	5.5712	4.8527	-0.4872	-0.2577	0.7974	-0.2321
Si	8.1209	8.3792	-0.2137	-0.1982	0.0751	-0.2937
Si	1.3729	1.5353	1.3654	-0.0432	-0.2818	-0.3563
Si	4.1642	4.2173	1.2933	0.0804	-0.2714	-0.0567
Si	1.4216	6.6525	1.3411	-0.3238	0.1336	-0.1477
Si	4.1805	9.4574	1.0157	-0.0737	0.0155	-0.4444
Si	6.9817	1.3	1.1924	-0.2924	-0.0032	-0.1558
Si	9.4212	4.0972	1.0546	0.0265	-0.0573	-0.4268
Si	6.8587	6.6415	0.9306	0.0059	0.0235	-0.5956
Si	9.5548	9.5952	1.1952	-0.0458	0.0352	-0.4211
Si	-0.1142	2.7862	2.5872	-0.0737	0.0741	-0.087
Si	2.8349	0.0297	2.4798	-0.1571	-0.0898	0.08
Si	0.0122	8.1611	2.5319	0.0458	-0.1208	0.3117
Si	2.872	5.4962	2.71	-0.1629	0.0688	0.0667
Si	5.5166	2.7096	2.5388	0.092	-0.025	-0.2655
Si	8.2325	-0.0057	2.6308	0.0724	-0.0762	-0.0236
Si	5.5126	8.0456	2.3984	-0.1504	-0.0434	-0.3166
Si	8.186	5.4783	2.4745	0.0581	-0.0018	0.1259
Si	1.399	4.0722	3.8733	-0.0067	0.0546	0.0376
Si	4.15	1.3536	3.9141	-0.1839	-0.1207	-0.1053
Si	1.4364	9.5381	3.8832	0.0498	-0.0455	-0.1814
Si	4.2143	6.8888	3.9884	-0.0028	0.039	0.1324
Si	6.839	4.1165	3.8866	0.0376	0.0223	-0.0498
Si	9.5201	1.3646	3.9915	-0.002	-0.14	-0.0002
Si	6.7924	9.4517	3.8462	0.0939	0.0375	0.102
Si	9.4974	6.8298	3.9035	0.0704	0.1523	-0.081
Si	0.0066	-0.0514	5.2746	0.0232	0.0633	-0.0445
Si	2.7522	2.7159	5.26	-0.0062	-0.1494	0.0802
Si	0.0484	5.4457	5.1611	0.0785	0.2328	0.0199
Si	2.8322	8.2544	5.3149	-0.1378	-0.0599	0.1299
Si	5.4244	-0.0859	5.2603	-0.0415	0.0535	-0.0325
Si	8.0776	2.6851	5.2699	0.0056	0.1834	0.0808
Si	5.5241	5.4793	5.3446	0.0277	-0.0451	-0.1146
Si	8.1117	8.1553	5.3115	0.0326	-0.0386	-0.0816
Si	1.3613	1.3166	6.5861	0.1495	-0.0563	-0.2507
Si	4.1481	4.0813	6.6424	-0.0793	0.0727	-0.1576
Si	1.4436	6.7863	6.5155	0.003	0.0051	-0.2799
Si	4.132	9.5823	6.8449	-0.0711	-0.024	0.1961
Si	6.6329	1.3344	6.6426	-0.0164	0.0459	-0.2059
Si	9.5451	4.0769	6.4386	-0.0629	-0.1366	-0.3614
Si	6.8112	6.8487	6.7951	-0.104	0.2126	0.1075
Si	9.4552	9.52	6.671	-0.011	0.0421	0.0129
Si	-0.0405	2.7096	7.7638	-0.1075	0.0826	0.6661
Si	2.6245	0.1228	8.1413	-0.1915	-0.0271	0.3416
Si	0.0308	8.0601	7.8338	0.117	0.0125	0.2245
Si	2.7641	5.435	7.9372	0.0633	0.1875	0.3507
Si	5.2769	2.6527	8.1226	-0.0496	0.153	0.5455
Si	7.9761	0.0353	7.989	0.0655	-0.1743	0.1424
Si	5.4549	8.1804	8.3726	-0.0455	-0.1204	0.0663
Si	8.2587	5.3499	7.8415	0.3266	0.0766	0.5101
Si	1.2665	4.1115	9.1358	-0.6361	0.2828	0.4021
Si	3.3001	1.9004	9.6842	0.1948	-0.3434	0.3743
Si	1.4756	9.2215	9.26	-0.0702	-0.1489	0.5118
Si	3.6946	6.9629	9.5571	-0.3053	-0.078	0.6092
Si	7.0983	3.8051	9.1392	-0.3472	0.2727	0.4965
Si	9.2322	1.6047	9.1137	0.6093	-0.1858	0.5899
Si	6.72	9.7832	9.6964	0.3584	0.0428	0.4832
Si	9.993	6.3448	9.1496	-0.0095	-0.1843	0.5462
Si	7.0381	5.334	11.611	-0.099	0.0495	0.3404
Si	-1.37	5.2114	15.9201	0.1336	0.102	-0.3578
Si	-3.6855	-1.5429	15.4398	0.0321	0.2858	-0.066
Si	11.493	-2.1521	16.0535	0.1695	0.0773	-0.4072
Si	8.9785	3.3234	11.4936	-0.0728	0.057	0.2155
Si	1.2821	-4.5881	14.6526	0.0445	-0.0902	0.1086
Si	3.4083	6.0888	12.6608	-0.0859	-0.0296	0.202
Si	1.1855	2.5935	11.7759	0.0164	-0.0402	0.5389
Si	6.6734	2.9837	13.1561	-0.1006	-0.1578	0.5102
Si	5.0239	0.6441	11.8752	-0.0544	-0.0036	0.2537
Si	10.9124	10.859	11.3566	-0.1233	0.0066	0.0982
Si	-1.3836	-1.5054	13.6456	-0.1304	0.1532	0.3447
Si	2.6702	3.8326	14.1807	0.0593	-0.0498	0.2407
Si	3.4204	1.8401	16.4293	0.0705	-0.0565	-0.3256
Si	4.8961	7.5351	14.9728	-0.0555	0.2075	-0.0144
Si	8.3521	-3.0475	11.4035	0.2851	-0.0335	0.2359
Si	4.6179	-0.4813	14.8485	-0.0756	-0.0402	0.2954
Si	5.0272	2.1357	18.9849	-0.2877	-0.294	-0.5404
Si	5.5885	5.9508	17.437	-0.0441	-0.0737	-0.3618
Si	0.7724	11.5259	17.4688	0.1138	0.0676	-0.4029
Si	8.1599	7.5854	17.634	-0.0242	0.1521	-0.6579
Si	10.7316	-3.399	18.785	0.317	-0.4264	-0.523
Si	-3.7174	3.641	15.8503	-0.1366	-0.1968	-0.2091
Si	9.3492	2.6447	17.4871	-0.0729	-0.063	-0.4983
O	1.2701	-2.7553	19.2848	0.1251	0.0763	0.3562
O	0.5453	0.25	-1.6748	-0.202	-0.1065	0.5563
O	3.581	2.2533	19.7283	0.1001	0.1776	0.0933
O	-2.8436	-1.8995	16.7759	-0.0684	-0.4417	0.1448
O	-0.0223	5.8895	19.1493	-0.0218	0.274	0.4291
O	1.5046	3.9944	-0.6846	-0.139	0.1122	0.805
O	1.4524	9.7749	21.1102	0.1862	-0.2931	-0.3494
O	-0.5887	1.4119	16.9987	0.082	0.0646	0.4189
O	6.991	-1.4048	-0.8016	0.0589	-0.105	0.7081
O	5.5337	0.5916	19.1424	-0.0198	0.2282	0.5363
O	9.02	2.5391	-1.607	-0.5319	0.1466	0.2626
O	-4.2319	7.0751	17.9502	0.1106	-0.1293	0.045
O	4.6457	2.2876	17.3977	0.0442	0.0253	0.5167
N	9.0614	7.8653	19.0862	-0.4165	0.3206	0.626
N	6.2163	3.2834	-1.0575	0.5094	0.3246	0.2347
O	-0.2897	5.8862	14.8965	0.0951	-0.0592	0.179
O	1.5678	3.0479	13.2982	0.0236	-0.0273	-0.5375
O	3.7071	1.1321	11.0823	0.0676	0.1729	-0.3217
O	-0.7903	-0.3814	12.6858	0.1234	-0.0299	-0.3383
O	0.6752	9.5564	10.6649	0.084	0.2065	-0.3205
O	2.6295	8.1876	9.7968	0.0639	-0.0109	-0.4143
O	6.3583	4.5581	12.8591	0.3094	0.0106	-0.4349
O	5.847	10.6551	10.7876	0.0703	-0.1696	-0.4597
O	7.8832	2.5343	16.7886	0.2451	0.2539	0.1076
O	6.3267	4.7713	10.2658	0.2721	-0.204	-0.2347
O	9.9521	0.7293	10.3074	-0.0572	0.0723	-0.1988
O	7.0071	6.9424	11.6688	0.179	-0.1033	-0.1607
O	7.8974	9.2067	10.6967	-0.2801	-0.1001	-0.2368
O	9.4119	7.1517	10.4229	-0.1126	-0.0122	-0.0245
O	12.0813	0.9808	11.8261	-0.2647	0.0159	-0.1315
O	10.0509	4.0413	16.945	-0.2583	-0.1698	0.1503
O	8.2156	-8.2735	12.7572	0.0289	0.3331	-0.4054
O	0.2285	5.2737	9.7942	0.1096	-0.1307	-0.8297
O	-4.5355	2.7954	14.7345	0.3037	0.259	-0.2118
O	10.5286	-1.8967	14.7976	-0.041	-0.0321	0.0439
O	4.0378	-12.8555	15.0503	0.3569	-0.0743	-0.0546
O	4.623	6.6189	16.2981	0.2969	-0.0603	0.1522
O	3.7528	6.3123	11.1036	0.113	0.2997	-0.8031
N	8.3222	2.8284	9.966	-0.2608	-0.2351	-0.3965
O	3.6103	-6.3628	13.0511	-0.2143	0.1798	0.0406
O	6.4818	-2.9268	14.9222	-0.1991	0.0538	0.1255
O	4.6974	-0.1716	13.2475	0.0865	0.219	-0.2376
O	-5.1232	2.013	12.2798	0.0482	-0.0552	-0.0562
O	12.7355	17.3842	13.1138	0.2824	-0.1639	0.0373
O	-0.3209	3.1455	11.573	0.0253	-0.0797	-0.001
N	2.067	13.9497	10.3434	0.4313	-0.0641	-0.7913
O	2.0709	4.9735	15.1784	-0.0375	0.0759	-0.3475
O	8.3201	4.5015	15.0578	-0.0615	-0.0606	0.4341
O	6.0577	-0.4024	15.6172	-0.1485	-0.3144	-0.2469
O	8.6161	15.7881	11.5806	-0.2971	-0.2358	0.092
O	15.3793	6.8583	13.573	-0.1286	-0.0383	0.0876
O	3.6223	-10.4497	15.689	0.1169	0.1402	-0.0231
O	1.0843	-0.6971	16.5898	-0.1331	0.0013	0.2957
O	-0.1233	7.9221	17.2254	0.0304	-0.1563	0.36
O	3.4359	2.8779	15.1982	-0.121	-0.0027	0.081
O	-2.717	-0.8995	14.3246	0.1578	-0.3379	-0.022
O	9.1035	-2.8292	12.819	-0.183	0.0712	-0.4089
O	12.8962	-9.2013	17.2345	-0.1037	-0.151	0.1246
O	1.6889	-3.249	15.4893	-0.3119	-0.0246	-0.0126
O	6.2681	4.6503	16.7352	-0.004	0.2488	0.1512
O	4.8423	5.4996	18.8256	0.3476	-0.2575	0.4682
O	8.7988	6.3622	16.7848	-0.1198	0.1918	0.1803

Results
free energy: -38448.413 eV
free energy less fixed offsets of N -289.75, O -463.61, Si -117.95 eV per atom: -20.433 eV
pressure: -1.16 GPa
stress xx, yy, zz, yz, xz, xy (GPa, positive in tension): 0.7, 0.2, 2.59, -0.24, -0.86, -0.21
